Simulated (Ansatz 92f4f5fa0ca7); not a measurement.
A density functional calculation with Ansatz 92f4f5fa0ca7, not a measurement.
Periodic cell of 221 atoms, Si132O88H1, from a study of silicon, its oxide and their interface. The atomic structure is a simulated model.
Doubt: the cutoff is far below the 930 eV that the study's wrapper takes by default for these files, so forces and energies are approximate.
This geometry differs little from another in the collection (a relaxation step or a small displacement).

Settings: functional PBE; potential files Ansatz PAW; basis plane waves; wave-function cutoff 580 eV; density cutoff ratio 5; exchange-correlation grid ratio 1; k mesh 1 x 1 x 1, Gamma-centred; self-consistency stop 5e-08 eV per atom in the density residual; occupations fixed; spin none; net charge +1 e, with a uniform compensating background and no finite-size correction.

Cell vectors (angstrom)
a, 10.938, 0, 0
b, 0, 10.938, 0
c, 0, 0, 32.3087

Atoms and the computed forces on them: element, x, y, z (angstrom), force x, y, z (eV/angstrom)
Si, -0.1186, 0.1932, 24.7653, 0.0036, -0.046, 0.0668
Si, 5.686, -0.2833, 24.7373, -0.0207, 0.0314, 0.034
Si, 2.424, 2.9967, 24.9185, 0.0322, -0.0388, 0.0878
Si, 8.542, 2.4337, 24.6005, -0.0181, 0.0144, 0.0146
Si, 0.1826, 5.2139, 24.95, -0.0467, 0.0466, 0.0266
Si, 5.2912, 5.8275, 24.891, 0.0193, -0.0288, 0.0722
Si, 2.9331, 7.946, 24.8662, -0.0588, 0.0149, 0.0247
Si, 7.8891, 8.4031, 24.9956, 0.0761, -0.0384, 0.1081
Si, 1.3323, 1.3747, 26.2051, 0.0325, -0.0066, -0.0262
Si, 6.8624, 1.37, 25.9812, -0.0351, 0.0318, 0.0171
Si, 4.127, 4.1307, 26.1035, 0.0178, -0.0225, -0.0106
Si, 9.5147, 4.0201, 26.1336, -0.0219, 0.033, 0.0008
Si, 1.3679, 6.809, 26.2069, -0.0125, 0.038, 0.0186
Si, 6.7742, 6.8844, 26.3481, 0.0219, -0.007, -0.0192
Si, 4.0772, 9.5878, 26.1217, -0.0229, 0.0266, -0.0077
Si, 9.6024, 9.58, 26.1101, 0.0092, -0.0164, -0.0051
Si, 2.7321, 0.0084, 27.5108, -0.0104, 0.0003, 0.0306
Si, 8.2055, 0.0212, 27.4715, 0.0109, -0.0083, 0.0231
Si, -0.0334, 2.7347, 27.554, -0.0068, -0.0145, 0.0318
Si, 5.4975, 2.7253, 27.4416, 0.0036, -0.0074, 0.0179
Si, 2.7617, 5.4517, 27.5401, 0.0031, -0.008, 0.0353
Si, 8.2034, 5.4446, 27.5255, 0.0027, -0.0001, 0.018
Si, -0.0032, 8.2116, 27.5122, -0.0045, -0.0029, 0.0131
Si, 5.3985, 8.2696, 27.5935, -0.0173, -0.0283, 0.0365
Si, 4.1018, 1.3673, 28.8905, 0.2297, 0.0811, -0.3255
Si, 9.5708, 1.3673, 28.8905, -0.2522, -0.1257, 0.1637
Si, 1.3673, 4.1018, 28.8905, -0.0124, -0.0182, 0.103
Si, 6.8362, 4.1018, 28.8905, -0.0802, -0.2388, -0.1195
Si, 4.1018, 6.8362, 28.8905, -0.2362, 0.0249, 0.4297
Si, 9.5708, 6.8362, 28.8905, 0.0568, -0.0763, -0.0969
Si, 1.3673, 9.5708, 28.8905, 0.0234, 0.003, -0.048
Si, 6.8362, 9.5708, 28.8905, 0.0979, 0.3907, 0.0609
Si, 0, 0, 30.2577, -0.0401, -0.0011, -0.0523
Si, 5.469, 0, 30.2577, 0.1268, 0.0577, -0.0078
Si, 2.7345, 2.7345, 30.2577, -0.0244, 0.0393, -0.052
Si, 8.2035, 2.7345, 30.2577, -0.0087, -0.0746, -0.0215
Si, 0, 5.469, 30.2577, 0.0695, 0.0434, -0.0118
Si, 5.469, 5.469, 30.2577, -0.0237, 0.041, -0.0607
Si, 2.7345, 8.2035, 30.2577, -0.0145, -0.1174, 0.0036
Si, 8.2035, 8.2035, 30.2577, -0.0297, -0.001, -0.0728
Si, 1.3673, 1.3673, 31.625, 0.0024, -0.0466, 0.0084
Si, 6.8362, 1.3673, 31.625, -0.04, 0.0477, 0.0065
Si, 4.1018, 4.1018, 31.625, 0.0093, 0.0033, 0.0061
Si, 9.5708, 4.1018, 31.625, -0.0472, -0.0192, -0.0152
Si, 1.3673, 6.8362, 31.625, -0.0362, 0.0463, 0.016
Si, 6.8362, 6.8362, 31.625, 0.0219, -0.0146, 0.0054
Si, 4.1018, 9.5708, 31.625, -0.0251, -0.0028, -0.012
Si, 9.5708, 9.5708, 31.625, 0.03, -0.0269, 0.0031
Si, 2.7345, 0, 0.6835, 0.0371, -0.0033, 0.0076
Si, 8.2035, 0, 0.6835, -0.0216, 0.0152, -0.0073
Si, 0, 2.7345, 0.6835, 0.0149, 0.04, -0.0027
Si, 5.469, 2.7345, 0.6835, 0.0505, -0.05, -0.0019
Si, 2.7345, 5.469, 0.6835, -0.0071, 0.032, 0.0027
Si, 8.2035, 5.469, 0.6835, 0.031, 0.0284, 0.0092
Si, 0, 8.2035, 0.6835, 0.0133, -0.045, 0.0057
Si, 5.469, 8.2035, 0.6835, -0.025, 0.0038, -0.0057
Si, 4.1018, 1.3673, 2.0507, 0.0031, 0.0836, -0.0046
Si, 9.5708, 1.3673, 2.0507, -0.0076, -0.044, 0.0519
Si, 1.3673, 4.1018, 2.0507, -0.0406, -0.0614, 0.0565
Si, 6.8362, 4.1018, 2.0507, -0.0113, 0.0148, 0.0019
Si, 4.1018, 6.8362, 2.0507, 0.0612, 0.0069, 0.0329
Si, 9.5708, 6.8362, 2.0507, -0.0535, 0.0389, 0.0121
Si, 1.3673, 9.5708, 2.0507, -0.0494, 0.0002, 0.0085
Si, 6.8362, 9.5708, 2.0507, 0.0488, -0.021, 0.0669
Si, 0, 0, 3.418, 0.1857, 0.0218, -0.0861
Si, 5.469, 0, 3.418, -0.1131, 0.1421, 0.0844
Si, 2.7345, 2.7345, 3.418, 0.1859, -0.1133, -0.07
Si, 8.2035, 2.7345, 3.418, 0.0447, 0.1636, -0.0038
Si, 0, 5.469, 3.418, -0.0282, -0.048, 0.1757
Si, 5.469, 5.469, 3.418, -0.1729, -0.0754, -0.1143
Si, 2.7345, 8.2035, 3.418, -0.0534, -0.0204, 0.1476
Si, 8.2035, 8.2035, 3.418, 0.1615, -0.1198, -0.2739
Si, 1.4168, 1.3338, 4.7878, 0.0547, 0.0347, -0.0431
Si, 6.8051, 1.4201, 4.7823, 0.0236, -0.012, 0.0208
Si, 4.0776, 4.1157, 4.7999, -0.0015, 0.0035, -0.0046
Si, 9.5872, 4.0789, 4.8173, 0.0336, 0.0078, -0.0534
Si, 1.3894, 6.8053, 4.81, -0.0044, 0.0225, 0.0311
Si, 6.8577, 6.8101, 4.7458, 0.0668, 0.0425, -0.0383
Si, 4.0767, 9.5974, 4.7985, 0.0078, 0.0354, -0.0425
Si, 9.6095, 9.5337, 4.7585, -0.0547, -0.0537, -0.0218
Si, 2.744, -0.0174, 6.2639, -0.0319, -0.0209, 0.0348
Si, 8.2518, 0.058, 6.0248, -0.0452, -0.0371, 0.0577
Si, 0.1115, 2.7507, 6.1432, -0.0623, -0.0446, 0.0487
Si, 5.4551, 2.7848, 6.1971, -0.0027, -0.0209, 0.0022
Si, 2.7152, 5.4539, 6.2421, -0.0114, 0.0098, -0.0068
Si, 8.1903, 5.4409, 6.1606, -0.0359, -0.0093, 0.0567
Si, 0.0373, 8.1585, 6.1798, 0.0224, -0.0136, -0.0427
Si, 5.475, 8.205, 6.0528, -0.0904, -0.0999, 0.0603
Si, 3.8592, 1.6687, 7.5191, 0.0053, 0.0248, -0.1021
Si, 9.948, 1.0555, 7.3073, 0.0373, -0.0001, -0.2542
Si, 1.5723, 3.881, 7.6608, 0.0202, 0.0497, -0.0644
Si, 6.5722, 4.3972, 7.5349, 0.0337, -0.0242, -0.1183
Si, 4.36, 6.6565, 7.42, -0.054, 0.0449, -0.1477
Si, 9.2869, 7.0819, 7.4257, 0.0474, 0.0102, -0.1372
Si, 1.1654, 9.6771, 7.586, 0.0578, 0.0059, -0.109
Si, 7.0835, 9.3862, 7.2466, 0.1316, 0.1842, -0.4436
O, 1.3258, 4.1392, 24.4438, 0.0031, -0.0104, -0.0729
O, 6.8367, 9.5226, 24.4129, -0.0291, 0.0242, -0.0698
O, 2.73, 2.7619, 8.0476, -0.0053, -0.0576, 0.0563
O, 8.2666, 8.3467, 7.6092, -0.0625, -0.1446, 0.1974
O, 5.4618, 5.5504, 7.9516, 0.0505, 0.0055, 0.0733
O, 0.0111, -0.1164, 7.9328, 0.0028, 0.0269, 0.1033
O, 4.1123, 6.8864, 24.4141, 0.0035, 0.0035, -0.0665
O, 9.6868, 1.2879, 24.2864, -0.0033, 0.0124, -0.0393
O, 1.6774, 8.9623, 9.0106, 0.0371, -0.0127, 0.0912
O, 0.8989, 4.3999, 9.0934, -0.0296, 0.0249, 0.1142
O, 9.3208, 1.8415, 8.6067, -0.0987, 0.0345, 0.1814
O, 6.6433, 9.9275, 8.7758, -0.325, -0.3245, -0.6045
O, 4.6068, 1.1522, 8.9012, 0.0388, -0.08, 0.1801
O, 3.7939, 7.3995, 8.7605, -0.0035, 0.0291, 0.098
O, 7.1699, 3.8476, 8.962, 0.0365, -0.0147, 0.1441
O, 9.5153, 6.6752, 8.9878, -0.0213, -0.0037, 0.1215
O, 2.909, 2.2682, 23.5223, 0.0202, 0.0001, -0.087
O, 5.1044, 0.1681, 23.2708, -0.0248, 0.0102, -0.0875
O, 8.1607, 2.9807, 23.0906, -0.0136, 0.0141, -0.0834
O, 10.3707, 5.7667, 23.6017, -0.0197, 0.0251, -0.0416
O, 8.3037, 7.486, 23.7144, 0.0262, -0.03, -0.0743
O, 2.2635, 8.48, 23.4632, -0.0071, 0.0105, -0.0356
O, 6.1706, 5.4666, 23.5348, -0.0003, -0.0205, -0.0773
O, 0.6445, 10.5758, 23.4038, 0.02, -0.0177, -0.0575
Si, 3.0592, 8.4416, 9.7587, -0.0506, 0.0249, -0.0689
Si, 7.522, 3.9552, 10.552, -0.0341, -0.004, -0.0938
Si, -1.1829, 3.8685, 15.9081, 0.0076, -0.0052, 0.0283
Si, 3.3871, 2.9542, 22.121, 0.0066, -0.0247, 0.0927
Si, 7.0304, 0.6574, 19.7655, -0.0035, 0.0073, 0.0576
Si, 12.308, -5.7612, 17.4761, -0.006, -0.0107, 0.0242
Si, 2.6908, 9.4756, 20.2579, -0.0279, 0.02, 0.0761
Si, 9.2795, 6.3137, 14.831, -0.0053, -0.0118, 0.0441
Si, 2.6554, 11.1627, 17.6614, -0.0035, -0.0049, 0.0317
Si, -2.1094, 9.881, 17.8094, 0.0008, -0.0041, 0.0329
Si, 4.7561, 0.3655, 21.6915, -0.0054, 0.0109, 0.0944
Si, 9.3538, 12.4522, 10.1857, 0.0886, 0.0731, -0.003
Si, 4.4616, 11.2649, 10.2914, -0.0923, -0.0618, -0.1187
Si, 3.3384, 1.7412, 12.8371, -0.0296, 0.0046, 0.0087
Si, 9.0595, 8.5122, 12.9194, 0.0649, -0.0124, 0.0691
Si, 0.9925, 9.1413, 22.679, -0.0263, -0.0079, 0.0878
Si, -0.1391, 0.8909, 16.4418, 0.0044, 0.0172, 0.0334
Si, -1.1642, 0.2647, 13.8751, 0.0147, 0.0209, 0.0361
Si, 0.3323, 13.0877, 12.1409, 0.0112, 0.0284, -0.0149
Si, 5.5831, 5.0507, 22.0643, 0.0327, -0.0065, 0.0966
Si, 6.8814, 4.89, 15.3484, 0.0036, -0.0059, 0.0328
Si, 5.2704, 4.2588, 12.7285, 0.0143, -0.0033, 0.0017
Si, 4.5843, 11.2661, 15.4174, -0.015, 0.007, 0.0323
Si, 4.1029, 6.6672, 20.0425, 0.0094, -0.0016, 0.0395
Si, 4.3993, 5.1052, 17.3465, 0.0027, 0.0015, 0.0174
Si, -0.8044, 7.0411, 17.8496, 0.0029, 0.002, 0.037
Si, 4.9678, 12.9852, 17.8209, 0.0008, -0.001, 0.0349
Si, 3.1065, 6.3226, 12.0829, -0.0203, 0.0056, -0.0398
Si, 7.9197, 3.1214, 21.4701, -0.0067, 0.0194, 0.0992
Si, 9.5935, 7.0012, 22.8813, 0.029, 0.0255, 0.088
Si, 9.6821, 5.4256, 20.4213, -0.0219, 0.0092, 0.0675
Si, 11.8516, 4.839, 10.6911, -0.0024, -0.0133, -0.0916
Si, -3.5365, 9.9594, 14.9695, -0.0096, 0.0058, 0.0684
Si, 1.7262, 4.6754, 20.3618, -0.0038, -0.0051, 0.0394
Si, 7.1405, 10.4237, 10.1725, 0.1278, 0.2597, 0.6088
Si, 9.3763, 6.5232, 10.5954, 0.0781, -0.0818, -0.1005
O, 8.2934, 5.3445, 10.9202, 0.0132, 0.0286, 0.0277
O, 9.8899, -1.0144, 12.8408, -0.0205, -0.0318, -0.0196
O, 19.419, 13.6119, 10.9183, -0.0017, -0.0556, 0.0058
O, 2.8022, 5.8622, 20.5719, -0.0007, -0.0013, -0.0243
O, -2.8501, 4.039, 16.1728, -0.0048, 0.0077, -0.007
O, -4.716, 15.0664, 14.0535, -0.0119, -0.0002, -0.0169
O, 0.3149, 5.3169, 20.8099, 0.0167, -0.0117, -0.0281
O, 3.5604, 12.0285, 11.3629, -0.0067, 0.0185, 0.0285
O, -1.0697, 7.3664, 13.7507, -0.0284, 0.0058, -0.0083
O, -0.0369, 6.1296, 11.0139, -0.0359, 0.0175, 0.0101
O, 1.6811, 4.268, 18.7911, -0.0073, 0.0192, -0.0185
O, 7.8774, 1.6575, 20.7474, -0.0054, -0.0241, -0.0381
O, 3.891, 0.7819, 14.0165, 0.0062, -0.0033, -0.0071
O, 2.2642, 10.0537, 18.7851, 0.0021, 0.0116, -0.0281
O, 1.312, 9.1532, 21.0777, 0.0303, -0.0005, -0.0683
O, 10.8766, 1.3418, 10.7504, -0.0134, -0.0124, 0.0226
O, 9.8478, 0.1782, 17.5366, 0.0016, 0.0039, -0.0178
O, 9.7049, 8.5653, 18.2608, -0.003, 0.0011, -0.0089
O, 4.4381, 1.9418, 21.4083, 0.0023, -0.0062, -0.0235
O, 2.979, 18.6584, 11.2166, 0.0052, -0.0175, 0.0446
O, 6.5522, 3.9952, 21.301, 0.0027, -0.0061, -0.0241
O, 9.0676, 3.9423, 20.658, 0.0107, 0.0132, -0.0296
O, 3.7208, 8.2395, 20.0277, 0.0111, -0.0144, -0.0164
O, 0.8279, 6.7094, 17.8296, -0.0066, -0.0029, -0.005
O, 3.4142, -0.4236, 21.2723, -0.0024, -0.0167, -0.0412
O, 1.3479, 11.9631, 17.0824, -0.008, -0.0027, -0.0103
O, 1.7146, 12.7633, 12.9219, 0.0039, -0.0083, -0.0095
O, 0.3254, 3.7007, 11.6921, -0.0095, -0.0396, 0.0271
O, 9.9248, 4.8129, 14.5584, 0.0002, 0.0162, -0.016
O, 2.4433, 16.1163, 11.1057, 0.0112, 0.0074, 0.0281
O, -14.2307, 6.2025, 14.736, 0.0251, 0.0157, -0.0107
O, 5.9843, 11.1653, 10.9908, -0.1478, -0.056, 0.0332
O, -2.6886, 11.2829, 14.4813, -0.0076, -0.001, -0.0165
O, 10.8576, 10.9293, 15.0718, -0.0085, -0.0068, -0.0267
O, 5.6037, 5.3606, 16.2648, 0.0004, -0.0033, -0.0069
O, 4.5155, 6.2223, 18.5237, -0.0057, -0.0055, -0.0193
O, 13.7868, 5.2211, 16.6896, 0.0083, -0.0003, -0.0068
O, 9.0281, 6.5172, 21.4395, 0.0051, -0.0336, -0.066
O, 3.4799, 10.5201, 16.3816, 0.0099, 0.0019, -0.0182
O, -0.3507, 8.2647, 22.8142, 0.0071, -0.011, -0.0145
O, 5.3245, 6.3343, 21.083, -0.0216, 0.0325, -0.0516
O, 5.808, -0.6872, 15.0555, 0.0172, -0.0038, -0.0185
O, 2.1022, 3.3264, 21.1929, -0.0289, 0.0236, -0.0432
O, -3.2655, 8.853, 13.7596, -0.0114, -0.0023, -0.0534
O, 2.2861, 6.6172, 13.4595, 0.0022, -0.0039, -0.0033
O, 3.6436, 1.2906, 18.4011, 0.0057, 0.001, -0.015
O, 4.1692, 4.3353, 22.4459, 0.0015, -0.0047, -0.0254
O, 5.966, -0.1221, 20.7241, 0.0182, -0.0008, -0.0381
O, -1.3444, 6.8238, 16.3381, -0.0105, -0.0138, -0.0517
O, 0.084, 4.4343, 16.803, 0, -0.0043, -0.0086
O, -0.866, 1.6947, 13.1533, 0.0027, -0.0106, -0.0021
O, 4.6137, 5.7503, 12.4633, 0.0132, 0.0035, 0.0023
O, -1.4887, 5.9724, 18.8966, 0.0079, 0.0119, -0.0338
O, 4.0345, 14.1414, 12.9164, -0.0039, -0.0031, -0.0028
O, 6.2947, 1.5812, 18.6323, -0.0191, 0.0089, -0.0279
O, -2.9858, 9.5141, 16.4555, -0.0067, 0.0052, -0.0332
O, 10.0827, 2.2849, 15.9634, -0.0003, -0.0003, -0.0111
O, 8.8716, 7.8882, 11.3955, -0.1083, 0.1236, -0.0128
O, 15.6387, 3.6361, 17.9806, -0.0036, 0.004, -0.0131
O, 3.9689, 9.7647, 9.9881, 0.077, 0.1163, 0.041
O, 8.6013, 0.0387, 10.3815, 0.3489, 0.0548, 0.1229
O, 6.1581, 3.8436, 11.4225, -0.016, 0.0013, 0.0262
O, 7.8904, -0.5262, 19.038, 0.0119, -0.0106, -0.018
O, 5.1447, 12.5827, 16.2307, -0.0007, -0.0095, -0.0199
H, 2.6039, 6.1912, 14.2712, -0.0009, -0.0033, 0.0121

Results
free energy: -133981.526 eV
free energy less fixed offsets of H -15.97, O -568.88, Si -635.61 eV per atom: -3.596 eV

The program warned: the cutoff lies below the one the program advises for these potential files; the exchange-correlation potential is rough where the density is thin.
